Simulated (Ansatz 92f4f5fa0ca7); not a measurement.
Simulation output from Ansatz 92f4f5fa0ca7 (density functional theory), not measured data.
Periodic cell of 222 atoms, Si131O89B2, from a study of silicon, its oxide and their interface. The atomic structure is a simulated model.
Doubt: the cutoff is far below the 930 eV that the study's wrapper takes by default for these files, so forces and energies are approximate.
This geometry differs little from another in the collection (a relaxation step or a small displacement).

Settings: functional PBE; potential files Ansatz PAW; basis plane waves; wave-function cutoff 580 eV; density cutoff ratio 5; exchange-correlation grid ratio 1; k mesh 1 x 1 x 1, Gamma-centred; self-consistency stop 5e-08 eV per atom in the density residual; occupations fixed; spin none; net charge 0.

Cell vectors (angstrom)
a	10.938	0	0
b	0	10.938	0
c	0	0	32.1988

Atoms: element, x, y, z (angstrom)
Si	10.6004	0.2305	24.8633
Si	5.7557	10.6849	24.7557
Si	2.4914	2.9205	24.6402
Si	8.4362	2.4672	24.8286
Si	0.2876	5.173	24.7543
Si	5.1713	5.7527	24.6834
Si	2.9498	8.0101	24.5999
Si	7.954	8.4412	24.7374
Si	1.3404	1.3874	26.0369
Si	6.86	1.3149	26.1278
Si	4.0587	4.1099	25.982
Si	9.6159	4.0674	26.0817
Si	1.4098	6.8318	25.9987
Si	6.78	6.8552	26.0262
Si	4.1122	9.54	25.9996
Si	9.4806	9.5744	26.1471
Si	2.7339	-0.0069	27.3483
Si	8.1719	-0.0183	27.5567
Si	0.0152	2.7223	27.4842
Si	5.4469	2.7472	27.3642
Si	2.7374	5.4678	27.4224
Si	8.1919	5.472	27.3586
Si	0.0038	8.1833	27.3738
Si	5.4454	8.2003	27.4463
Si	4.0853	1.3708	28.7426
Si	9.5801	1.3617	28.8418
Si	1.3703	4.1163	28.8064
Si	6.831	4.102	28.7452
Si	4.0969	6.8224	28.7999
Si	9.5642	6.8268	28.7513
Si	1.374	9.5634	28.7424
Si	6.7902	9.5512	28.8507
Si	0.019	-0.0192	30.1538
Si	5.44	0.021	30.1579
Si	2.7364	2.7345	30.1445
Si	8.1934	2.746	30.1497
Si	-0.0091	5.4759	30.1486
Si	5.4769	5.4615	30.1455
Si	2.7284	8.2049	30.142
Si	8.2089	8.1904	30.1524
Si	1.3673	1.3673	31.515
Si	6.8362	1.3673	31.515
Si	4.1018	4.1018	31.515
Si	9.5708	4.1018	31.515
Si	1.3673	6.8362	31.515
Si	6.8362	6.8362	31.515
Si	4.1018	9.5708	31.515
Si	9.5708	9.5708	31.515
Si	2.7345	0	0.6835
Si	8.2035	0	0.6835
Si	0	2.7345	0.6835
Si	5.469	2.7345	0.6835
Si	2.7345	5.469	0.6835
Si	8.2035	5.469	0.6835
Si	0	8.2035	0.6835
Si	5.469	8.2035	0.6835
Si	4.1135	1.3609	2.0561
Si	9.5526	1.3659	2.0482
Si	1.3497	4.1354	2.0306
Si	6.8501	4.0874	2.0564
Si	4.0922	6.8463	2.0488
Si	9.571	6.8384	2.0529
Si	1.3741	9.5595	2.0544
Si	6.8324	9.5825	2.0507
Si	-0.0431	-0.0385	3.3797
Si	5.4865	0.0006	3.4576
Si	2.7351	2.7816	3.346
Si	8.183	2.6945	3.4596
Si	0	5.4846	3.4426
Si	5.4889	5.4909	3.3785
Si	2.7616	8.2221	3.4559
Si	8.199	8.2117	3.3967
Si	1.3226	1.4046	4.6137
Si	6.8358	1.3231	4.8985
Si	4.1469	4.1088	4.7201
Si	9.547	4.0965	4.7814
Si	1.3881	6.8568	4.8161
Si	6.8156	6.8824	4.7575
Si	4.1356	9.5922	4.8565
Si	9.5497	9.5348	4.8024
Si	2.7708	0.1965	6.017
Si	8.1903	-0.1025	6.281
Si	-0.0234	2.6829	6.0815
Si	5.3907	2.682	6.2078
Si	2.823	5.4921	6.1139
Si	8.1326	5.4573	6.0923
Si	0.0212	8.2165	6.1978
Si	5.5357	8.2319	6.2675
B	3.6392	1.848	6.8754
Si	9.7851	1.1201	7.483
Si	1.6752	3.7955	7.2378
Si	6.5584	4.34	7.4802
Si	4.3905	6.6225	7.528
Si	9.3756	6.9166	7.4519
Si	1.1813	9.9965	7.3098
Si	7.1752	9.1959	7.7632
O	8.3236	8.0391	8.046
O	2.8334	2.6439	7.6364
O	9.5315	1.3537	24.2687
O	4.0655	6.868	24.1235
O	0.0339	0.0619	7.9852
O	5.4719	5.4702	8.0301
O	6.8609	9.5726	24.205
O	1.3786	4.062	24.1672
O	3.8528	7.378	8.9178
O	1.0969	4.3583	8.6586
O	9.9134	6.0107	8.7462
O	2.1688	9.4504	8.5079
O	7.3542	3.7877	8.816
O	6.7155	9.5904	9.3039
O	9.0365	1.7345	8.8217
O	7.7142	3.147	23.5234
O	10.515	5.8528	23.4444
O	5.1183	0.4572	23.424
O	5.883	5.1007	23.3499
O	3.1184	2.2112	23.276
O	2.3137	8.7246	23.2337
O	8.6367	7.763	23.3981
O	0.2503	10.3493	23.5852
Si	4.4114	1.5764	22.4813
Si	3.5608	7.9199	14.0466
Si	7.1836	0.9539	14.7146
Si	0.9669	9.3638	22.5266
Si	1.3105	4.2592	11.878
Si	6.3454	8.9569	15.332
Si	0.7245	1.3591	12.3075
Si	8.669	4.9521	20.5231
Si	0.4581	5.6844	9.3443
Si	5.1756	3.1319	18.0085
Si	0.9454	3.7575	16.7591
Si	10.4688	2.8644	19.2504
B	5.731	1.232	11.0063
Si	0.9422	0.1873	19.8571
Si	6.6936	9.5199	10.9533
Si	9.3997	9.6831	18.3385
Si	9.4639	9.2609	12.5892
Si	6.5899	3.8486	22.5832
Si	2.458	8.1064	9.3638
Si	10.6483	7.3692	17.0957
Si	2.5739	6.2943	16.6065
Si	10.2802	4.5034	14.1753
Si	6.1991	9.1893	18.5269
Si	7.8465	2.4849	9.6534
Si	8.9335	2.1548	12.4735
Si	5.3994	6.2472	18.0981
Si	3.9776	0.5522	19.4925
Si	4.4453	3.7519	12.1459
Si	5.6081	6.5924	12.1789
Si	8.0803	2.5128	17.251
Si	4.4391	2.4813	15.0456
Si	1.5987	1.2245	15.2741
Si	1.6388	9.4117	12.0561
Si	8.1348	6.8595	13.8825
Si	10.4534	9.8394	15.5067
Si	9.8265	7.0261	22.5572
Si	8.1635	5.4849	17.417
O	6.0826	8.0094	11.3798
O	6.077	9.2025	16.9079
O	7.728	1.4053	13.2481
O	0.9688	1.7515	13.8714
O	9.4764	6.2678	16.8911
O	6.837	6.2069	13.1687
O	5.1984	4.6723	18.6679
O	9.2986	2.1702	18.301
O	2.4227	0.1025	19.0871
O	9.4767	10.2331	16.7786
O	2.9295	4.2342	11.7388
O	5.1227	10.3231	19.1187
O	9.508	3.2643	13.4837
O	0.5239	1.7792	19.9744
O	3.2121	1.3854	15.1062
O	8.2201	5.3667	19.0289
O	3.9497	6.5974	17.4294
O	4.6441	3.2857	16.46
O	9.1749	5.6885	14.2991
O	5.4622	2.7703	22.1297
O	10.7544	4.1746	15.683
O	0.3996	3.8853	18.2939
O	10.481	10.5308	19.2269
O	9.7188	10.0307	14.0493
O	10.9233	8.1358	22.0943
O	1.2285	2.1696	16.5434
O	9.7952	3.7661	20.4388
O	8.1997	4.0332	16.6871
O	0.0282	9.0983	11.9273
O	6.6636	2.4357	18.0608
O	5.717	10.8253	11.423
O	7.8092	9.6005	18.8531
O	10.0697	1.0156	12.0963
O	1.2876	7.0393	9.0277
O	0.7381	4.7432	13.3383
O	5.7747	7.6287	19.002
O	5.3325	5.0473	11.5806
O	2.7794	7.003	15.1525
O	0.9223	2.7243	11.4486
O	0.9305	10.692	15.564
O	2.4564	8.5893	10.9093
O	4.9464	2.2681	11.5505
O	4.3858	3.5467	13.7922
O	2.2718	4.6839	16.5067
O	10.7776	8.2526	15.7185
O	7.0166	10.2831	14.6864
O	2.4242	8.9484	13.429
O	8.1031	1.5161	15.9529
O	4.1751	6.951	12.8842
O	4.252	2.0174	18.7838
O	7.3321	4.4079	21.2625
O	8.4299	2.9068	11.1182
O	1.2337	6.855	17.3826
O	5.7086	1.5346	14.8597
O	8.2131	9.7844	11.611
O	9.2238	6.3	21.2403
O	9.0138	7.7336	12.8577
O	1.7038	0.1169	11.8909
O	6.6924	6.1401	17.0784
O	7.4859	7.798	15.0692
O	1.2593	10.2999	21.2325
O	10.0936	8.205	18.3746
O	3.9831	0.8246	21.1077
O	0.5412	5.3421	10.9213
O	6.5644	1.5144	9.9329
O	4.8664	8.6869	14.6771

Results
free energy: -134205.974 eV
free energy less fixed offsets of B -154.04, O -568.88, Si -635.61 eV per atom: -2.664 eV

Forces (eV/angstrom), in the order of the atoms: element, x, y, z
Si	0.0027	-0.001	-0.0026
Si	-0.0025	0.0005	-0.0011
Si	0.001	-0.0012	-0.0025
Si	-0.0012	0.0024	-0.0014
Si	-0.0016	0.0012	-0.001
Si	0.0013	-0.0003	-0.0011
Si	0.0003	0.0012	-0.0001
Si	0.0003	-0.0018	-0.0025
Si	-0.0013	0.001	0.0017
Si	0.0017	-0.0019	0.0021
Si	-0.0006	0.0009	0.0004
Si	0.0015	-0.0016	0.0016
Si	0.0011	-0.001	0.0004
Si	-0.0014	0.0005	0.0012
Si	0.001	-0.0018	0.001
Si	-0.0017	0.0012	0.0022
Si	0.0009	0.0001	0.0002
Si	0.0008	0.0008	-0.0035
Si	0	0.0001	-0.0033
Si	0.0002	-0.0006	0.0006
Si	-0.0003	0.0001	-0.0025
Si	0.0004	-0.0004	0.0001
Si	0.0005	-0.0002	0.0005
Si	0.0007	0.0012	-0.0032
Si	0	-0.0001	0.0004
Si	-0.0002	-0.0001	0.001
Si	0.0012	-0.001	0.0021
Si	0.0011	-0.0012	0.0008
Si	0.0003	-0.0002	0.0033
Si	-0.0005	0.0008	0
Si	-0.0001	0.0001	0.0007
Si	0.0017	-0.0012	-0.0002
Si	0.0011	-0.0003	0.0001
Si	-0.001	0.0027	-0.0005
Si	0.0018	-0.0019	-0.0011
Si	-0.0006	0.0006	0.0009
Si	-0.0003	0.0011	0.0004
Si	0.0003	-0.0003	0.0001
Si	0	0.0008	0.0006
Si	0.0015	-0.0007	0
Si	0.0937	-0.0328	0.0112
Si	-0.0601	0.0705	-0.0273
Si	0.0683	-0.0744	-0.0066
Si	-0.066	0.0646	-0.0171
Si	-0.0533	0.0732	-0.0653
Si	0.0377	-0.1093	0.0437
Si	-0.1503	0.0257	-0.0013
Si	0.0576	-0.0649	0.018
Si	0.023	-0.0323	0.1103
Si	-0.0905	0.0403	-0.1087
Si	-0.1125	-0.0007	0.029
Si	0.0595	-0.029	0.0617
Si	-0.0541	0.1919	-0.14
Si	0.092	-0.1049	0.0851
Si	0.0785	-0.0965	0.0405
Si	-0.0143	0.0745	0.0093
Si	-0.0015	-0.0013	-0.001
Si	0.0002	-0.0007	-0.0029
Si	0.0007	-0.003	0.001
Si	0.0012	-0.0032	-0.003
Si	0.0033	0.0004	0.0003
Si	0.0006	-0.0025	0.0008
Si	0.0051	0.0009	-0.0027
Si	-0.0006	-0.0012	-0.0019
Si	-0.0014	0.0061	-0.0028
Si	0.0011	-0.0027	-0.0098
Si	-0.0015	0.0018	-0.0052
Si	0.0017	-0.0016	-0.0018
Si	-0.0034	0.0032	0.002
Si	-0.0049	0.0033	-0.0053
Si	0.0017	-0.0022	-0.0013
Si	0.0042	-0.0051	0.0004
Si	0.0019	-0.0089	0.0049
Si	0.0017	0.0096	0.0014
Si	0.0055	-0.0004	0.0071
Si	-0.0028	0.0017	-0.0025
Si	0.0012	0.0016	0.0017
Si	0.0014	0.0033	0.0069
Si	-0.0082	-0.0021	-0.0009
Si	-0.0062	0.0015	0.007
Si	0.002	0.0192	0.0075
Si	0.0079	-0.0088	0.002
Si	-0.0058	-0.0099	0.0017
Si	-0.0153	-0.0009	0.008
Si	0.0037	0.0009	0.0034
Si	0.0019	0.0063	-0.0059
Si	-0.0033	-0.0051	-0.0031
Si	0.0074	-0.0071	0.0056
B	-0.0161	0.0152	0.01
Si	-0.0043	-0.0047	-0.0084
Si	0.0228	-0.0147	0.006
Si	-0.0102	-0.0078	0.0046
Si	0.0025	0.0001	-0.0106
Si	-0.007	0.0076	0.0128
Si	0.0056	0.0094	0.0071
Si	0.004	0.0028	-0.014
O	0.0084	-0.0138	0.0005
O	0.007	-0.0084	-0.027
O	-0.0001	-0.0003	0.0022
O	0.0001	-0.0006	0.0004
O	-0.0018	0.0006	0.0024
O	0	0.0061	0.001
O	0.0009	0.0003	0.0012
O	-0.0002	-0.0005	0.0009
O	-0.0034	-0.0005	0.0044
O	0.0026	-0.0015	-0.0058
O	0.0023	0.0054	-0.0104
O	-0.0014	-0.0018	0.0008
O	0.0031	0.0022	-0.0008
O	0.0008	-0.0023	0.006
O	0.008	-0.0011	0.0021
O	0.0009	-0.0008	0
O	0.0013	-0.0012	0.0002
O	0.0008	-0.0007	-0.0001
O	-0.0005	0.0008	-0.0001
O	-0.0006	0.0007	0
O	0.0002	-0.0003	-0.0006
O	-0.0006	0.0006	0.0003
O	-0.0007	0.0018	0.0011
Si	0.0003	-0.0003	0.002
Si	0.0017	-0.0005	0.0005
Si	0.0007	-0.0012	0.001
Si	0.0008	0.0001	0.0009
Si	-0.0003	0.0014	0.0027
Si	0.0012	0.0005	-0.0007
Si	0.0009	-0.0022	0.0002
Si	0.0012	-0.0004	0.0016
Si	-0.005	0.0091	0.0065
Si	0.0007	0.0006	0.0002
Si	0.0007	0.0007	0.0004
Si	0.0002	-0.0003	0.0008
B	-0.0014	-0.0015	0.0066
Si	-0.0005	0.0007	0.0016
Si	0.0007	-0.0009	-0.0011
Si	0.0008	-0.0001	0.0002
Si	-0.0002	-0.0001	0.0012
Si	0.0002	-0.0001	0.0019
Si	0.0034	0.0059	-0.0042
Si	0.0003	0.0004	-0.0001
Si	0.0005	0	0.0003
Si	-0.0002	0.0017	0.0025
Si	0.001	-0.0004	0.0008
Si	0.003	0.0046	-0.0052
Si	-0.0012	0.0005	0.0008
Si	0.001	0	-0.0002
Si	0.0008	0.0003	0.0008
Si	0.0056	-0.0005	-0.0011
Si	0.0001	0.0002	0.0001
Si	0.0006	0.0001	-0.0002
Si	-0.0015	0.0003	0.0034
Si	0.0002	-0.0002	0.0006
Si	0.0016	0	-0.0001
Si	0.0009	0.0006	0.0002
Si	0.0005	-0.0003	-0.0001
Si	0.0003	0.0006	0.0019
Si	0.0003	0.0004	-0.0006
O	0.0011	0.0004	0.0001
O	0.0012	0.0002	-0.0003
O	0.0015	0.0013	-0.0019
O	-0.0002	0.0008	-0.0019
O	0.0007	-0.0009	0.0003
O	0.0012	-0.0006	-0.0003
O	0.0015	-0.0004	-0.001
O	0.0003	0.0001	-0.0008
O	0.0005	-0.0001	-0.0007
O	0.0005	0.0003	-0.0003
O	-0.0004	0.0006	-0.0024
O	0.0002	0.0003	-0.0007
O	-0.0002	-0.0003	-0.0021
O	0.0009	-0.0004	-0.0015
O	-0.0009	-0.0011	0.0002
O	0.0008	0	-0.0002
O	0.0002	0.0003	-0.0008
O	0.0012	0.0001	-0.0001
O	0.0004	-0.0006	-0.0005
O	0.0005	0.0003	-0.0015
O	0.0007	0.0007	-0.0013
O	0.0012	-0.0002	-0.001
O	0.0004	0	-0.0005
O	0.0001	0	-0.0012
O	-0.0001	0.0002	-0.0019
O	0.0008	-0.0005	-0.0012
O	0.0005	0.0007	-0.0014
O	0	0.0002	0
O	0.001	-0.0004	-0.001
O	0.0003	-0.0003	-0.0006
O	0.0012	0.0019	-0.0031
O	0.0005	0.0002	-0.0011
O	0.0012	0.0008	-0.0007
O	-0.0043	-0.0044	-0.0014
O	0.0018	-0.0009	-0.0015
O	0.0003	0.0004	-0.0013
O	0.0006	-0.002	0.0007
O	0.0015	0	-0.0013
O	0.0019	0.0011	-0.002
O	0.0014	0.0011	-0.0009
O	0.0003	0.0008	0
O	0.0001	0.0012	-0.0011
O	0.0002	0.0023	-0.002
O	0.0007	0.0001	-0.0004
O	0.0014	-0.0002	-0.0004
O	-0.0001	0	0.0005
O	-0.0004	0.0006	-0.0009
O	-0.0001	0.0002	-0.0004
O	0.0008	-0.0006	0.0006
O	-0.0004	-0.0004	-0.0003
O	-0.0003	-0.0005	0
O	-0.0008	0.0007	0.003
O	0.0009	-0.0001	-0.0001
O	0.0037	-0.0007	-0.0017
O	0.0011	0.0006	-0.0001
O	0.0008	0	-0.0006
O	0.0016	-0.0003	-0.0005
O	0.001	0.0009	0.0009
O	0.0009	0	0.0001
O	0.0011	-0.0004	-0.0006
O	0.0009	-0.0012	0.0007
O	0.0011	-0.0002	-0.0002
O	0.0011	0.0007	-0.0006
O	-0.0015	-0.001	0.0021
O	-0.004	-0.0047	0.0006
O	0.0004	0	-0.0001

The program warned: the cutoff lies below the one the program advises for these potential files; the forces do not sum to zero within the program's tolerance; the exchange-correlation potential is rough where the density is thin.
